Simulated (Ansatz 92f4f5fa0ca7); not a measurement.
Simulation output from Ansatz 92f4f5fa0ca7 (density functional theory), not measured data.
Periodic cell of 252 atoms, Si132O88H32, with a vacuum gap, from a study of silicon, its oxide and their interface. The atomic structure is a simulated model.

Settings
functional: r2SCAN
potential files: Ansatz PAW
basis: plane waves
wave-function cutoff: 800 eV
density cutoff ratio: 5
exchange-correlation grid ratio: 1
k mesh: 1 x 1 x 1, Gamma-centred
self-consistency stop: 1e-11 eV per atom in the density residual
occupations: fixed
spin: none
net charge: 0
applied field: sawtooth along c, amplitude -0.015 V/angstrom in the program's sign convention, ramp centred at 0.9888 of c and 0.0224 of c wide, no dipole correction

Cell vectors (angstrom)
a 10.88 0 0
b 0 10.88 0
c 0 0 44.6132

Atoms: element, x, y, z (angstrom)
Si 0.1387 -0.1328 30.5111
Si 2.7215 2.5796 31.127
Si 0.9198 4.8684 30.123
Si 2.4876 8.6471 30.9216
Si 4.9447 0.4641 30.8127
Si 9.4902 4.7429 30.3372
Si 5.2987 5.2036 30.8107
Si 8.152 7.6701 30.8715
Si 1.1312 1.3086 32.2052
Si 4.063 4.0124 32.3925
Si 1.5592 6.9303 32.3489
Si 4.0154 9.779 32.3172
Si 7.1613 1.8149 32.444
Si 8.8968 3.6667 32.3762
Si 6.5603 6.698 32.2349
Si 9.4839 9.4219 31.9168
Si -0.1375 2.7527 33.5563
Si 2.5541 0.0735 33.679
Si -0.047 8.1947 33.5097
Si 2.8384 5.5321 33.7194
Si 5.4661 2.7578 33.78
Si 8.2468 -0.0194 33.4669
Si 5.371 8.249 33.5532
Si 7.9596 5.3963 33.6582
Si 1.3179 4.1288 34.8871
Si 4.0218 1.3696 35.0019
Si 1.2985 9.4931 34.9826
Si 4.1489 6.8855 35.0554
Si 6.7487 4.1143 35.1616
Si 9.542 1.3087 34.963
Si 6.8184 9.5625 34.8642
Si 9.4666 6.7921 34.8634
Si 0.0038 -0.0073 36.3517
Si 2.6805 2.7812 36.3012
Si -0.0387 5.4528 36.2754
Si 2.6959 8.1733 36.3561
Si 5.4373 -0.0128 36.2939
Si 8.1724 2.6719 36.3498
Si 5.4396 5.5092 36.447
Si 8.1512 8.1713 36.2523
Si 1.3757 1.3729 37.6685
Si 4.0599 4.0973 37.6921
Si 1.3463 6.7728 37.6748
Si 4.0993 9.5204 37.6928
Si 6.8009 1.3264 37.6928
Si 9.5408 4.0601 37.6808
Si 6.855 6.8375 37.7128
Si 9.5199 9.4944 37.6513
Si 0.0384 2.7142 6.9415
Si 2.7474 0.033 6.9219
Si 0.0042 8.1494 6.9153
Si 2.7345 5.4375 6.9412
Si 5.4401 2.7147 6.9142
Si 8.2005 -0.0337 6.9217
Si 5.4809 8.17 6.9481
Si 8.1813 5.4262 6.9361
Si 1.4428 4.038 8.2928
Si 4.1107 1.3641 8.3024
Si 1.3947 9.5187 8.2521
Si 4.1265 6.7869 8.286
Si 6.8065 4.0541 8.2857
Si 9.571 1.3221 8.2884
Si 6.8703 9.5013 8.2952
Si 9.5526 6.7733 8.2811
Si 0.0887 -0.0153 9.6749
Si 2.7965 2.7129 9.7254
Si 0.0828 5.4152 9.5677
Si 2.7834 8.1835 9.6026
Si 5.5083 -0.007 9.5975
Si 8.1737 2.664 9.6163
Si 5.4554 5.4079 9.6741
Si 8.213 8.1267 9.6716
Si 1.5254 1.2709 11.0888
Si 4.1067 4.1033 11.1312
Si 1.3989 6.8192 10.9046
Si 4.2354 9.4754 10.9491
Si 6.7868 1.3387 11.0173
Si 9.667 3.9706 10.856
Si 6.8793 6.7133 11.0151
Si 9.5853 9.5095 11.0172
Si -0.0233 2.5178 12.3105
Si 3.0117 -0.063 12.4146
Si 0.1055 8.163 12.3327
Si 2.6467 5.5202 12.3964
Si 5.621 2.8486 12.4568
Si 8.1291 -0.0899 12.3324
Si 5.4937 8.0508 12.3539
Si 8.413 5.3718 12.2052
Si 0.8676 4.952 13.8831
Si 4.405 0.7159 14.2498
Si 1.7691 9.2858 13.5635
Si 3.8454 7.0145 13.6712
Si 7.3871 3.8661 13.6175
Si 9.3247 1.4026 13.6359
Si 6.7182 9.4995 13.6927
Si 9.9499 6.4674 13.5468
Si -4.4917 9.5031 28.8627
Si -1.4747 -2.6827 18.783
Si 5.7395 5.5384 15.7401
Si 8.7514 8.2619 15.6706
Si 5.0776 -2.8103 21.4789
Si -1.9026 -0.54 23.5651
Si -0.3481 10.8229 15.1356
Si 8.5275 -0.3284 20.5269
Si 4.1377 4.0068 17.8396
Si 5.2393 15.587 24.7305
Si 0.844 1.3402 17.5212
Si 3.7663 -4.6077 19.4772
Si 1.8784 2.3003 22.4533
Si -4.9573 7.3051 17.986
Si 4.5505 8.3887 24.5934
Si 1.222 -6.4871 16.9273
Si 7.3654 6.5912 20.4092
Si -7.0312 0.9398 17.4291
Si -12.2872 8.8367 25.9587
Si 0.0563 -6.443 21.5763
Si -1.1662 -6.5178 23.5359
Si 0.6552 6.2568 19.2513
Si 5.7218 -0.8976 19.3136
Si 10.633 1.7939 20.4152
Si -3.5909 1.1061 27.4103
Si 2.7876 6.4021 25.8438
Si 0.0355 1.749 24.7103
Si 6.8635 4.4073 22.4574
Si 4.8965 2.3487 22.9912
Si 6.0775 0.1287 24.7034
Si 7.6341 5.0481 26.8703
Si -0.6498 11.4864 27.4108
Si 10.4527 6.0017 25.7766
Si 7.2656 3.7475 28.7185
Si 6.6091 7.8389 26.5875
Si 13.9759 6.573 28.9174
O -0.1919 0.5418 29.0037
O 1.3428 -1.2218 30.3135
O 9.2737 5.0925 26.535
O -0.6406 7.4882 26.3391
O 1.2326 5.8427 25.8456
O -3.5829 8.4937 29.7357
O -5.1569 19.5327 27.6631
O -3.5129 10.6293 28.2682
O 5.2032 -0.5833 29.6006
O 3.7882 1.5467 30.3812
O 1.8622 3.5297 30.0809
O 8.7897 3.7046 29.2861
O 6.3687 4.3222 29.9498
O 11.7749 5.6167 31.5777
O 8.9647 6.3398 30.2526
O 7.2008 17.4227 27.3106
O -1.1204 -1.4587 15.218
O -7.4082 -8.7448 22.2495
O 4.0175 0.8333 15.8217
O -2.5296 2.6492 14.2139
O 0.6517 14.2471 13.5622
O -3.9037 10.7142 20.0526
O 4.4958 6.1171 14.8805
O 7.3527 8.7373 14.9932
O 6.838 4.796 14.8415
O 5.3247 4.466 16.8628
O 11.8317 5.0873 15.5018
O 4.8135 2.2086 13.7594
O 5.6822 10.6063 14.2878
O 8.773 8.1222 17.2867
O 9.2697 6.8837 14.9994
O 8.7406 -3.6838 19.8695
O 2.7946 -2.7114 14.2546
O -9.9839 2.8177 16.8749
O 4.329 -3.7303 18.2174
O 11.8324 1.4051 21.4494
O 12.0178 10.3582 14.6427
O -1.0096 0.7839 23.8985
O 17.2308 -2.065 18.361
O 4.7692 3.2019 24.3555
O 8.8023 -0.9475 22.0082
O 2.7953 4.5531 17.1569
O 1.4747 1.8095 23.9514
O 6.5383 6.2738 19.0673
O -15.903 16.2177 23.3469
O -1.6872 1.1284 20.66
O 4.6452 -2.5206 22.9877
O 10.6939 0.4926 16.633
O 7.4827 10.4734 24.1427
O -8.6715 -4.3787 19.4167
O 4.8109 10.8746 18.3255
O -1.5874 -12.0737 19.3901
O 11.0326 -5.0662 20.7344
O -0.5702 3.249 24.5774
O -4.5113 6.8205 16.5203
O 4.1779 2.4192 17.9782
O 8.1403 3.9887 23.3659
O 4.1884 4.7104 19.3
O 4.8076 9.3452 20.5024
O -1.1667 -1.7279 24.3891
O 6.6585 7.7037 21.3588
O 0.0447 -3.2145 18.7454
O 0.3923 -5.76 18.114
O -0.5106 3.3742 20.4929
O -7.7942 7.8196 25.0525
O 5.9914 13.9779 22.0332
O 11.1834 1.31 26.268
O 0.2208 -9.5067 18.9701
O -0.8712 -5.0634 24.2264
O 5.4505 0.9233 23.457
O 4.2696 6.7902 20.918
O 12.3873 14.7417 22.1216
O 8.8537 1.4445 27.1645
O -3.0013 -2.1525 26.1678
O 6.4102 11.8436 26.0581
O 3.8358 5.3484 25.2001
O 13.1649 0.628 17.666
O 4.2571 -5.1336 29.6751
O 4.9609 -0.9974 25.0726
O 3.1512 8.0489 29.5579
O 1.6214 5.915 29.0991
O -11.7075 -0.9275 26.9553
O 5.6973 -3.4235 25.3024
O 6.3548 1.2506 31.0989
O 6.667 2.2996 28.3021
O 7.4928 -5.6739 21.2089
O 6.5088 15.509 25.7486
O 3.332 6.6342 27.3425
H 2.207 0.5608 38.6009
H 0.5551 2.1959 38.6009
H 4.881 3.2748 38.6245
H 3.2427 4.9237 38.6245
H 0.535 7.605 38.6072
H 2.1839 5.9671 38.6072
H 3.2898 10.3543 38.6252
H 4.9305 8.708 38.6252
H 7.6344 0.5165 38.6253
H 5.9874 2.1564 38.6253
H 8.721 4.8839 38.6132
H 10.3721 3.2479 38.6132
H 6.0207 7.6466 38.6453
H 7.6509 5.9906 38.6453
H 10.3475 8.6785 38.5838
H 8.7081 10.3262 38.5838
H -0.793 3.5264 6.0091
H 0.8589 1.8912 6.0091
H 1.916 0.8451 5.9895
H 3.5569 -0.8009 5.9895
H 0.8156 7.3172 5.9829
H -0.8234 8.9653 5.9829
H 3.5518 4.6111 6.0088
H 1.897 6.2432 6.0088
H 6.2537 1.8847 5.9818
H 4.619 3.5372 5.9818
H 7.367 0.7763 5.9892
H 9.0122 -0.8654 5.9892
H 4.6498 8.9824 6.0157
H 6.3153 7.361 6.0157
H 7.3855 6.2731 6.0036
H 9.0011 4.6024 6.0036

Results
free energy: -135119.865 eV
free energy less fixed offsets of H -15.71, O -570.45, Si -639.56 eV per atom: 4.375 eV

Forces (eV/angstrom), in the order of the atoms: element, x, y, z
Si -0.0116 0.0486 -0.0722
Si 0.0067 -0.0298 -0.069
Si 0.0014 0.0083 -0.0212
Si 0.02 -0.0337 -0.0454
Si -0.0146 0.0268 -0.0556
Si 0.0103 -0.0259 -0.0051
Si -0.0013 -0.0157 -0.0351
Si -0.0206 -0.0139 -0.042
Si 0.0104 0.0079 0.0024
Si 0.0483 0.0066 -0.0266
Si -0.0038 -0.0065 -0.0136
Si -0.0419 -0.0269 0.0092
Si -0.0037 -0.0174 -0.0398
Si 0.0243 0.0267 -0.0589
Si -0.0258 0.015 -0.0212
Si -0.0046 0.0005 0.0134
Si -0.005 0.0146 0.0085
Si 0.0054 -0.0269 -0.0423
Si 0.0164 -0.029 -0.0281
Si -0.0096 -0.0001 -0.0032
Si 0.002 -0.0394 0.026
Si -0.0364 0.023 -0.0043
Si 0.0105 0.0201 -0.0292
Si 0.0359 0.0081 0.0351
Si 0.0061 -0.0048 0.0078
Si 0.0388 0.033 -0.0026
Si 0.0272 0.005 0.0164
Si -0.0099 -0.0083 0.0201
Si 0.0196 -0.0128 -0.0057
Si 0.0234 0.0248 0.0173
Si -0.003 -0.0056 0.0163
Si -0.0258 -0.0473 -0.0097
Si -0.0023 -0.0011 0.1839
Si -0.0156 -0.0493 0.1853
Si -0.0181 0.0445 0.206
Si -0.0079 0.0344 0.1826
Si -0.0142 0.0236 0.2331
Si 0.0123 0.035 0.1889
Si -0.0153 0.0253 0.2124
Si 0.0025 0.0325 0.2005
Si -0.0313 0.0155 0.3156
Si -0.202 0.2508 0.4684
Si -0.0692 0.1451 0.194
Si -0.1285 -0.0225 0.2
Si -0.0458 0.055 0.2316
Si -0.0819 -0.0329 0.1226
Si -0.1472 0.0685 0.443
Si -0.0137 0.0928 0.3253
Si 0.0444 -0.1118 -0.2429
Si -0.0903 -0.1307 -0.2994
Si 0.1163 -0.0074 -0.2674
Si 0.2985 -0.1435 -0.394
Si 0.0907 -0.0372 -0.2654
Si 0.208 -0.0433 -0.3165
Si 0.0738 -0.1464 -0.3379
Si -0.0723 0.0086 -0.2761
Si 0.0105 -0.0218 -0.2145
Si 0.0247 -0.008 -0.2235
Si 0.0151 0.0136 -0.1753
Si 0.0179 0.0014 -0.2045
Si 0.0088 -0.0434 -0.21
Si 0.0197 -0.0078 -0.1773
Si 0.008 -0.0364 -0.2141
Si 0.0025 0.0161 -0.2079
Si -0.0281 -0.0418 -0.0268
Si -0.0228 -0.0261 -0.036
Si -0.0039 0.0087 -0.0136
Si -0.0207 -0.0088 0.0275
Si -0.0101 0.0045 0.0005
Si 0.0125 0.0144 -0.0313
Si 0.0327 0.0482 0.0175
Si 0.0295 0.0396 -0.0008
Si 0.0491 -0.0153 0.0022
Si -0.0454 0.055 0.0289
Si 0.0211 0.0045 0.0251
Si 0.0055 -0.0106 0.0094
Si 0.0373 -0.0602 0.0125
Si 0.027 -0.0055 0.0135
Si 0.0237 -0.0648 0.0066
Si 0.0218 -0.0041 -0.0319
Si 0.0182 0.0417 0.03
Si -0.0108 -0.0095 0.012
Si -0.0264 -0.0165 0.0215
Si 0.0018 -0.052 -0.0088
Si -0.0332 -0.0263 0.049
Si -0.0392 0.0015 -0.0019
Si 0.0137 0.054 0.0243
Si 0.0175 0.054 -0.0162
Si -0.0089 0.0628 -0.003
Si -0.0049 -0.0109 -0.0082
Si -0.0156 0.0159 0.0206
Si 0.0333 0.001 0.0226
Si -0.0068 0.0001 0.0252
Si 0.0086 -0.0112 0.0184
Si -0.0241 -0.0015 0.0209
Si 0.0122 0.007 0.0081
Si -0.0087 0.0067 -0.0357
Si -0.0026 -0.001 -0.0519
Si -0.0056 0.0061 -0.0329
Si 0.0148 -0.0343 -0.0663
Si 0.0012 -0.0029 -0.051
Si 0.0005 0.0033 -0.035
Si -0.0044 0.0111 -0.0284
Si 0.0001 -0.0027 -0.0446
Si -0.0089 0.0057 -0.0528
Si -0.0133 -0.0035 -0.0228
Si 0.0038 -0.015 -0.0648
Si 0.0096 -0.0034 -0.0401
Si -0.0074 -0.0113 -0.0341
Si -0.0001 -0.0031 -0.0475
Si 0.0069 0.0053 -0.0368
Si 0.016 0.0117 -0.074
Si 0.0016 0.0153 -0.0504
Si -0.0176 0.0089 -0.0246
Si 0.0047 0.009 -0.0259
Si 0.0076 0.0047 -0.0506
Si -0.0108 -0.0106 -0.008
Si 0.0109 0.0029 -0.0538
Si -0.0068 0.004 -0.0477
Si -0.0033 -0.021 -0.0506
Si 0.0031 -0.0058 -0.0362
Si 0.0002 -0.0062 -0.0374
Si 0.0022 0.0011 -0.038
Si -0.0087 0.0064 -0.0412
Si -0.0017 -0.0038 -0.0284
Si -0.0044 -0.0053 -0.0392
Si 0.007 0.0066 -0.0443
Si -0.0005 -0.0026 -0.0439
Si 0.0057 0.0017 -0.0181
Si -0.0092 -0.0069 -0.0147
Si -0.0094 0.0068 -0.0345
Si 0.0045 -0.0041 -0.0275
O 0.0058 -0.0074 0.0216
O -0.0013 0.0088 0.0549
O -0.0195 0.0034 0.0259
O 0.0025 -0.0118 0.0013
O -0.0034 0.0183 0.0083
O 0.0167 -0.0115 0.0236
O 0.0001 0.0037 0.0205
O -0.0019 -0.0049 0.011
O 0.0044 0.0027 0.0133
O -0.0161 0.0086 -0.0206
O 0.0012 -0.0299 0.0291
O 0.0165 0.0146 0.0119
O 0.0055 0.0047 -0.007
O -0.0034 0.0321 0.0133
O -0.0267 0.0086 0.0275
O 0.004 -0.0163 0.0207
O -0.0063 0.003 0.0197
O 0.0013 0.0042 0.0146
O -0.0005 0.0102 0.0569
O -0.0182 0.0036 -0.0163
O -0.0701 -0.017 -0.01
O 0.0104 0.0002 0.0169
O 0.0137 -0.0175 0.0204
O -0.0066 -0.0129 0.0061
O -0.0025 0.0039 0.0069
O -0.0186 -0.0148 0.0332
O 0.0195 -0.0316 0.0883
O 0.0084 -0.0076 -0.0086
O 0.0008 0.0031 -0.0044
O 0.0082 0.0029 0.0456
O -0.0233 0.0171 0.0598
O -0.0136 -0.0114 0.0209
O -0.0067 -0.0005 -0.0358
O 0.0172 0.006 0.0239
O 0.0001 -0.0037 0.019
O 0.0057 0.0054 0.0244
O 0.0099 -0.0008 -0.0091
O 0.0008 -0.0008 -0.0022
O -0.0027 0.0104 0.0244
O 0.003 0.0072 0.0207
O 0.0026 0.0022 0.0336
O -0.0112 -0.0211 0.0297
O -0.012 -0.0042 0.0149
O 0.0072 -0.0054 0.0257
O -0.0059 -0.0029 0.021
O 0.0062 0.0001 0.0096
O -0.0073 0.0031 0.0466
O 0.0237 0.0213 0.0475
O -0.0069 -0.0018 0.017
O -0.0128 -0.004 0.0139
O 0.0074 -0.0079 0.0212
O -0.0051 0.0046 0.0255
O -0.0063 -0.0175 0.0397
O 0.0043 -0.0049 0.0155
O -0.0013 0.0045 0.0243
O -0.0146 0.0106 -0.0007
O 0.0125 0.0061 0.0058
O -0.0035 0.0097 0.0141
O 0.0003 -0.0072 0.0223
O -0.0046 -0.005 0.0382
O -0.0055 0.002 0.0179
O 0.0013 -0.0121 0.0199
O 0.0089 0.0075 0.0282
O -0.0033 0.0093 0.0294
O -0.0119 -0.0142 0.0159
O 0.004 0.0007 0.0151
O 0.0005 -0.0051 0.023
O -0.0047 0.0097 0.0448
O 0.0015 -0.005 0.0145
O 0.0044 -0.0008 0.015
O 0.0052 0.0072 0.0233
O -0.0045 0.004 0.0192
O -0.0094 -0.007 0.0162
O -0.0045 0.0007 0.0151
O 0.0081 0.0038 0.0264
O 0.0005 0.0056 0.0033
O 0.0098 0.008 0.0098
O -0.0126 -0.0065 0.0157
O -0.0001 -0.0003 0.0157
O 0.0023 0.0111 0.0155
O 0.0001 0 0.0123
O 0.0028 0.0072 0.0177
O 0.0108 0.0015 0.0264
O -0.0102 -0.0121 0.0495
O -0.0002 0.0093 0.0134
O -0.0026 -0.019 0.0287
O 0.0118 -0.0035 0.0284
O -0.0014 0.0026 0.0424
H -0.2191 0.3215 -0.2662
H 0.2888 -0.361 -0.2112
H -0.2628 0.1673 -0.3021
H 0.3061 -0.4315 -0.1401
H 0.2696 -0.3357 -0.2225
H -0.3947 0.2368 -0.2904
H 0.3397 -0.2229 -0.2307
H -0.34 0.2238 -0.2801
H -0.3749 0.2206 -0.2339
H 0.2153 -0.2671 -0.2521
H 0.2209 -0.3096 -0.2644
H -0.2373 0.3881 -0.2509
H 0.4302 -0.1791 -0.1917
H -0.1272 0.3912 -0.2617
H -0.3479 0.2425 -0.2619
H 0.2245 -0.3764 -0.2296
H 0.3168 -0.2204 0.2886
H -0.3727 0.3166 0.2253
H 0.3713 -0.3005 0.2404
H -0.2069 0.3056 0.2509
H -0.2764 0.3047 0.2362
H 0.3407 -0.3268 0.2644
H -0.2583 0.3825 0.1864
H 0.2678 -0.2729 0.3135
H -0.2397 0.2414 0.2536
H 0.2927 -0.3007 0.2609
H 0.2537 -0.1814 0.3054
H -0.3415 0.3829 0.2099
H 0.2676 -0.2417 0.2867
H -0.3058 0.296 0.214
H 0.2362 -0.3319 0.2462
H -0.3104 0.2537 0.2548

The program warned: the cutoff lies below the one the program advises for these potential files; the forces do not sum to zero within the program's tolerance; empty levels may hold ghost states of the PAW files; the exchange-correlation potential is rough where the density is thin.
